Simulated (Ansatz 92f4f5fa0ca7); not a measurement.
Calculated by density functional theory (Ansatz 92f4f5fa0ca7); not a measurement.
Periodic cell of 225 atoms, Si133O90H2, from a study of silicon, its oxide and their interface. The atomic structure is a simulated model.
Doubt: the cutoff is far below the 930 eV that the study's wrapper takes by default for these files, so forces and energies are approximate.
This geometry differs little from another in the collection (a relaxation step or a small displacement).

Settings
functional: PBE
potential files: Ansatz PAW
basis: plane waves
wave-function cutoff: 580 eV
density cutoff ratio: 5
exchange-correlation grid ratio: 1
k mesh: 1 x 1 x 1, Gamma-centred
self-consistency stop: 5e-08 eV per atom in the density residual
occupations: fixed
spin: none
net charge: 0

Cell vectors (angstrom)
a  10.938  0  0
b  0  10.938  0
c  0  0  32.2941

Atoms and the computed forces on them: element, x, y, z (angstrom), force x, y, z (eV/angstrom)
Si  0.381  -0.3911  24.8609  -0.0343  -0.0068  0.0967
Si  5.2156  0.2139  24.7501  -0.0032  -0.0205  -0.0121
Si  2.8657  2.3645  24.7194  -0.001  0.0249  0.0743
Si  7.8403  2.8573  24.7371  0.0099  0.016  0.0008
Si  -0.2769  5.6924  24.9191  0.019  -0.0054  0.0027
Si  5.6976  5.1921  24.8433  -0.0214  0.0181  0.0505
Si  2.5837  8.2511  24.8413  0.0005  0.0102  -0.0268
Si  8.3359  7.7721  24.9685  -0.0251  0.0235  0.0672
Si  1.4173  1.2432  26.1908  -0.009  0.0058  -0.0262
Si  6.7469  1.3482  26.1496  0.0195  -0.0276  0.0214
Si  4.0281  4.0224  26.0324  -0.0174  -0.0093  -0.0158
Si  9.5307  3.9739  26.0591  0.0038  -0.0158  0.0093
Si  1.3304  6.8079  26.216  0.0124  -0.0386  0.0135
Si  6.8305  6.6526  26.3138  0.0015  0.0005  -0.0146
Si  4.1468  9.5  26.0887  0.0192  -0.002  0.0185
Si  9.5464  9.507  26.0769  0.0232  0.006  -0.0379
Si  2.8088  -0.0779  27.5354  -0.0082  0.0037  0.008
Si  8.2049  -0.0117  27.4611  -0.0062  0.0033  0.0043
Si  0.0215  2.6903  27.47  0.013  -0.0137  0.0022
Si  5.4279  2.7521  27.5065  -0.0139  0.0151  0.0139
Si  2.7442  5.4266  27.4857  0.0102  0.0051  0.0017
Si  8.2774  5.3453  27.5675  -0.0104  0.0141  0.0095
Si  -0.0143  8.2215  27.5367  -0.0185  0.0195  0.0161
Si  5.499  8.1755  27.5151  0.0072  -0.0093  0.0023
Si  4.1018  1.3673  28.8759  0.0804  -0.0578  0.1629
Si  9.5708  1.3673  28.8759  -0.0255  -0.0882  -0.2699
Si  1.3673  4.1018  28.8759  -0.0398  -0.1787  -0.1812
Si  6.8362  4.1018  28.8759  -0.1373  -0.3438  0.3433
Si  4.1018  6.8362  28.8759  -0.0656  -0.1099  -0.1467
Si  9.5708  6.8362  28.8759  0.1258  -0.1797  0.1709
Si  1.3673  9.5708  28.8759  0.0753  -0.0198  0.2477
Si  6.8362  9.5708  28.8759  0.1492  0.036  -0.1136
Si  0  0  30.2431  0.0514  -0.0039  -0.0244
Si  5.469  0  30.2431  0.0036  0.1147  0.0058
Si  2.7345  2.7345  30.2431  -0.0663  -0.1102  -0.0103
Si  8.2035  2.7345  30.2431  -0.2095  -0.0602  0.0135
Si  0  5.469  30.2431  -0.0326  0.1116  0.0046
Si  5.469  5.469  30.2431  0.0545  0.0124  -0.0221
Si  2.7345  8.2035  30.2431  -0.1646  -0.042  -0.0002
Si  8.2035  8.2035  30.2431  -0.0416  -0.0505  -0.0229
Si  1.3673  1.3673  31.6104  -0.0293  0.0449  0.0045
Si  6.8362  1.3673  31.6104  0.1237  -0.0752  0.0027
Si  4.1018  4.1018  31.6104  -0.0038  0.0224  -0.0235
Si  9.5708  4.1018  31.6104  0.0348  -0.026  -0.0449
Si  1.3673  6.8362  31.6104  0.0844  -0.0651  -0.0068
Si  6.8362  6.8362  31.6104  -0.0317  0.0215  -0.0031
Si  4.1018  9.5708  31.6104  0.0333  -0.0393  -0.0466
Si  9.5708  9.5708  31.6104  0.0206  -0.0121  -0.0184
Si  2.7345  0  0.6835  0.0012  -0.0165  0.0144
Si  8.2035  0  0.6835  -0.1058  0.0483  0.0121
Si  0  2.7345  0.6835  -0.0254  0.0083  0.0418
Si  5.469  2.7345  0.6835  -0.0056  -0.0196  0.0021
Si  2.7345  5.469  0.6835  -0.0877  0.0734  -0.0001
Si  8.2035  5.469  0.6835  -0.0084  0.0152  0.0164
Si  0  8.2035  0.6835  0.0009  -0.0103  0.0037
Si  5.469  8.2035  0.6835  -0.0111  0.0279  0.0432
Si  4.1018  1.3673  2.0507  0.0329  0.0551  0.0518
Si  9.5708  1.3673  2.0507  0.0393  -0.0446  -0.0537
Si  1.3673  4.1018  2.0507  0.1641  0.0552  -0.0421
Si  6.8362  4.1018  2.0507  0.0076  0.017  0.0694
Si  4.1018  6.8362  2.0507  -0.0253  -0.1273  -0.0466
Si  9.5708  6.8362  2.0507  0.033  0.0457  0.0643
Si  1.3673  9.5708  2.0507  -0.034  -0.0119  0.0563
Si  6.8362  9.5708  2.0507  0.1535  0.0252  -0.0544
Si  0  0  3.418  -0.1871  0.1264  -0.2166
Si  5.469  0  3.418  0.1924  0.0763  0.1561
Si  2.7345  2.7345  3.418  0.0459  0.4457  -0.3154
Si  8.2035  2.7345  3.418  0.1353  -0.1149  0.1407
Si  0  5.469  3.418  0.1928  0.0999  0.1872
Si  5.469  5.469  3.418  -0.4587  0.0467  -0.1298
Si  2.7345  8.2035  3.418  -0.0432  -0.2457  0.2436
Si  8.2035  8.2035  3.418  0.0006  0.5047  -0.3755
Si  1.3223  1.4464  4.718  0.0191  -0.0154  -0.005
Si  6.8584  1.3739  4.8238  -0.0019  -0.0043  0.0118
Si  4.0729  4.1205  4.8189  0.0002  -0.0142  0.0016
Si  9.5775  4.1165  4.7886  0.0021  -0.0067  0.0052
Si  1.3625  6.837  4.8556  -0.0072  0.0096  0.0071
Si  6.7582  6.9364  4.6971  0.019  -0.0209  -0.0088
Si  4.0856  9.5919  4.777  -0.0081  -0.008  0.0028
Si  9.5415  9.6215  4.7869  0.0282  -0.0215  -0.0047
Si  2.7327  0.1262  6.0077  -0.0088  -0.0032  0.0239
Si  8.2583  0.074  6.2621  -0.0114  0.0354  -0.0189
Si  0.0461  2.7882  6.1972  -0.0077  0.0327  -0.0203
Si  5.5149  2.7807  6.1618  0.0253  0.0209  0.0254
Si  2.7141  5.4622  6.3094  -0.0123  0.0069  -0.027
Si  8.1551  5.5884  5.9485  -0.018  0.0105  0.0424
Si  -0.0143  8.2918  6.1571  -0.0112  0.0061  0.0408
Si  5.4904  8.2961  6.177  -0.0229  0.0258  -0.0179
Si  3.9809  1.5316  7.43  0.0217  0.0126  -0.0552
Si  9.8777  1.2702  7.5966  -0.039  -0.0102  0.0007
Si  1.6806  3.7233  7.6551  0.015  0.0222  -0.0188
Si  6.658  4.4945  7.3402  -0.0148  -0.0385  -0.1149
Si  4.3911  6.6702  7.467  -0.0026  -0.0042  0.0138
Si  9.2479  7.1106  7.3261  0.0408  0.0083  -0.0976
Si  1.1522  9.9969  7.3313  -0.0053  -0.0392  -0.1406
Si  7.1028  9.404  7.5549  -0.0178  0.0147  0.0144
O  9.5192  6.7701  24.362  0.0031  -0.0046  -0.0275
O  4.0528  1.2943  24.2081  0.0043  -0.0004  -0.0208
O  8.1635  8.1977  7.9539  0.0025  0.0133  0.0203
O  2.8999  2.6571  7.9412  -0.0045  -0.0156  0.0109
O  6.8161  4.09  24.3373  0.0131  -0.0097  -0.0095
O  1.4693  9.3862  24.4236  0.0182  -0.0188  -0.0118
O  5.5124  5.5411  7.9375  -0.0152  0.0178  0.0297
O  0.0589  0.1084  8.0255  -0.0214  0.0144  0.0334
O  7.6227  4.0497  8.5785  0.024  0.0046  0.0455
O  6.5647  10.0261  9  -0.0075  0.0072  0.0117
O  9.8511  6.2006  8.5688  0.0127  -0.0191  0.0484
O  2.1842  9.4462  8.4828  0.0328  -0.0026  0.0652
O  4.5635  0.7732  8.7764  0.0126  -0.0195  0.0337
O  1.0673  3.8585  9.1853  -0.0135  -0.0022  0.0517
O  9.4126  2.0826  8.9824  -0.0035  0.0148  0.0118
O  3.8851  7.3726  8.9021  0.0024  0.01  0.0044
O  7.2568  8.1757  23.7691  -0.0105  0.0083  -0.0237
O  8.1338  2.0764  23.3062  0.012  -0.0097  -0.0306
O  5.1988  5.9192  23.4621  -0.0152  0.014  -0.0231
O  1.9734  2.8988  23.4184  -0.03  0.016  -0.0349
O  10.9774  0.2625  23.3848  -0.0077  0.0028  -0.0505
O  0.5666  5.1345  23.6234  0.0042  -0.005  -0.0032
O  3.186  7.6352  23.4296  0.0091  -0.0096  -0.0032
O  6.0168  10.5262  23.4299  0.0065  -0.0056  0.0067
Si  6.1558  -2.8267  20.4426  -0.0131  0.0064  0.0072
Si  4.1678  6.7149  22.5  0.0102  0.0031  -0.0047
Si  -6.7105  15.2625  11.7698  -0.0078  0.0159  0.0107
Si  5.656  1.6326  12.2839  0.0026  -0.0107  0.0041
Si  5.9267  0.4607  9.6243  0.0031  0.01  -0.012
Si  -1.104  -0.6215  16.3219  0.0016  -0.0024  0.0015
Si  -0.0148  -0.4509  13.3994  0.012  0.0096  0.0171
Si  -1.9341  2.266  21.9258  0.0096  -0.0179  -0.0026
Si  5.458  4.9977  14.2923  -0.0051  -0.0023  -0.001
Si  2.851  3.4501  18.554  -0.0061  0.0058  -0.0052
Si  2.1653  -2.2848  12.4216  0.0128  -0.0009  -0.0005
Si  2.0646  5.4862  20.6445  -0.0042  -0.0109  -0.0014
Si  8.0793  2.8572  9.57  0.0023  -0.0169  0.0074
Si  0.1232  8.0355  20.4452  0.0117  0.0101  -0.0226
Si  12.8525  3.196  15.8824  -0.0002  -0.0021  0.0035
Si  3.8455  -3.3348  14.6571  -0.0009  -0.001  0.001
Si  -1.3611  5.6351  13.9818  -0.0026  -0.007  0.0025
Si  -2.8829  14.4744  19.2508  0.0089  0.0043  0.0095
Si  5.7838  3.5178  17.1775  -0.0061  0.0028  -0.0043
Si  8.5693  6.4885  19.3997  -0.0074  0.0006  -0.0092
Si  -3.7419  -1.3998  22.873  0.0166  0.0061  -0.0061
Si  -1.4396  7.1788  16.4964  -0.011  -0.0036  0.0134
Si  7.6452  1.2242  17.5258  -0.0028  0.0004  0.0032
Si  3.03  0.8411  20.2106  -0.0099  0.0001  -0.0076
Si  12.1273  4.2349  10.7771  -0.0118  0.0004  -0.0073
Si  5.4351  10.4859  18.7695  -0.0016  -0.0046  0.0035
Si  10.0441  10.5425  22.2171  -0.0135  0.0072  0.0082
Si  -0.6793  -3.013  12.2087  0.0058  -0.0044  0.0038
Si  1.1701  -0.9565  18.2973  -0.0076  -0.0054  0.0026
Si  2.5199  8.1464  9.3783  -0.0028  -0.0365  0.0035
Si  -3.1495  3.6664  12.6184  0.0063  0.0003  -0.0009
Si  -0.1292  6.6558  9.7914  0.0143  -0.0154  -0.0171
Si  0.7861  3.7976  22.7167  0.0025  -0.0113  -0.0078
Si  -7.4841  1.3216  14.308  0.0037  0.0028  0.0015
Si  12.114  6.0954  15.5075  0.0068  -0.0044  0.0062
Si  0.8858  2.2323  13.1866  0.0006  0.011  0.0023
Si  3.584  -0.974  16.3796  0.0004  0.0024  0.0008
O  2.258  -1.4468  17.193  -0.0004  0.0038  -0.0011
O  -1.9938  -6.0402  19.3942  -0.0203  -0.0188  0.0083
O  4.6397  -0.2393  17.3643  -0.0011  -0.0022  0.001
O  -2.0912  6.1834  15.3555  -0.0011  0.0035  0.0045
O  0.6567  3.2294  11.9306  0.0048  -0.0084  0.0018
O  1.279  -4.0154  20.7785  -0.0137  0.0075  0.0047
O  1.3167  7.0705  9.161  -0.0013  0.0108  0.0091
O  -6.0791  2.8322  11.4846  0.0018  0.0012  -0.0091
O  9.2974  -4.1517  12.8521  -0.0034  -0.0044  -0.0029
O  5.082  -4.378  14.551  -0.0007  0.0028  -0.0027
O  2.4083  1.6327  13.0888  0.0012  -0.003  -0.0028
O  4.1685  4.4308  13.4225  0.0061  0.0031  0.0029
O  -4.0234  0.2304  18.6146  -0.0006  0.0025  -0.0001
O  3.3313  2.5658  15.3596  0.0011  0.0026  0.0019
O  4.3559  8.6865  15.7486  -0.0002  0  -0.0011
O  5.7823  4.3739  15.7736  0.0022  -0.0041  0.0046
O  2.3595  7.122  15.1289  0.0017  -0.0027  -0.0043
O  8.7044  -0.8329  23.0311  0.0035  -0.0022  -0.0027
O  -5.7623  16.4127  11.1112  -0.0141  -0.0029  -0.033
O  2.003  4.8077  16.0182  -0.0071  0.0086  -0.0051
O  6.679  4.0375  18.4806  0.0039  -0.0001  0.0073
O  1.1738  4.2626  21.2207  0.0122  0.0243  -0.0075
O  4.2787  3.5323  17.7753  0.0095  0.0009  -0.0011
O  6.9255  1.7262  9.4754  -0.0057  -0.0119  -0.0063
O  0.907  -3.328  12.5547  -0.0058  0.0017  -0.0029
O  -0.6411  3.0772  22.4833  -0.0163  -0.0093  0.0125
O  6.4517  2.0689  16.7695  -0.0017  0.0021  0.0029
O  -0.8311  7.9047  10.581  -0.0066  0.0156  0.0069
O  -8.471  4.9549  19.1363  0.0014  -0.0087  -0.0047
O  20.5773  7.2647  20.3394  0.003  -0.0012  0.0019
O  5.6904  0.3527  11.2456  0.0004  0.008  0.0188
O  8.6684  6.9829  17.8642  0.0119  0.0008  -0.0138
O  -2.8993  2.971  20.8024  -0.0016  0.0178  -0.0245
O  9.1152  4.1382  13.4787  0.0001  0.008  -0.0002
O  -9.1838  2.8017  17.4782  -0.0005  0.0007  0.0021
O  -0.2295  12.0141  12.8831  -0.0039  -0.0161  -0.0027
O  -1.0711  -1.518  12.7506  -0.0024  0.004  -0.0042
O  0.5939  -2.2805  19.0312  0.0007  -0.003  0.0245
O  2.9777  2.422  19.806  0.0018  -0.0004  0.0057
O  1.8776  10.9838  19.3559  -0.0052  -0.0056  -0.0035
O  2.668  8.7059  10.8802  -0.0025  0.0044  0.0088
O  3.5345  -2.6691  13.2008  0.0011  -0.0054  0.0115
O  5.5949  8.8911  19.1194  -0.0036  0.0084  0.0008
O  -11.0741  -0.2834  17.5907  -0.0014  -0.004  -0.0035
O  8.5306  0.3613  16.4609  0.003  -0.0068  -0.0006
O  4.9425  7.6437  21.413  0.0165  0.0082  -0.0074
O  2.7467  4.5459  11.1238  0.0207  -0.0034  -0.0013
O  -4.2243  4.7563  13.2513  -0.0044  -0.0004  -0.0008
O  -6.3934  11.1996  19.9376  0.0026  -0.0027  0.0018
O  -0.199  10.5856  15.0044  -0.0059  -0.0013  -0.0049
O  7.0018  9.2223  21.2928  -0.01  -0.0111  -0.0082
O  0.2457  -5.3597  14.2674  0.0043  0.0027  -0.0007
O  8.6171  13.2422  18.3136  0.0018  0.0076  0.01
O  8.2426  3.5977  11.0294  -0.0007  0.0129  0.0204
O  7.1266  2.1706  12.8139  -0.0031  0.0022  -0.0029
O  -0.1228  -1.6477  21.4925  0.0096  -0.0185  0.0022
O  1.5074  -0.8967  12.9675  -0.0154  0.0098  -0.001
O  0.1595  6.7749  16.6058  -0.0017  0.003  -0.0033
O  0.1445  5.4853  10.8858  0.0008  -0.0022  -0.0035
O  0.7656  2.7702  14.764  0.0063  0.0005  0.0023
O  7.0807  6.8408  19.9881  0.014  -0.0067  0.0013
O  3.3646  5.6148  21.6168  -0.0103  -0.0037  0.0022
O  -1.5952  8.7662  16.1695  0.0047  0.0066  -0.0004
O  3.1037  -0.0048  15.1704  0.0013  -0.0028  0.0011
O  -1.3765  0.8518  21.2671  -0.0043  0.0191  0.0101
O  -6.0168  1.1598  13.654  -0.0058  0.0021  -0.0021
H  2.7383  0.6943  21.642  0.005  0.0041  -0.0091
H  -6.1319  16.9442  10.3849  0.0144  -0.0074  0.0308

Results
free energy: -135766.978 eV
free energy less fixed offsets of H -15.97, O -568.88, Si -635.61 eV per atom: 0.292 eV

The program warned: the cutoff lies below the one the program advises for these potential files; the forces do not sum to zero within the program's tolerance; the exchange-correlation potential is rough where the density is thin.
